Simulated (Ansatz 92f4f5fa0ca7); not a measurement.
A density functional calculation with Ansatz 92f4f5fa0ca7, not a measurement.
Periodic cell of 223 atoms, Si131O90As2, from a study of silicon, its oxide and their interface. The atomic structure is a simulated model.
Doubt: the cutoff is far below the 930 eV that the study's wrapper takes by default for these files, so forces and energies are approximate.

Settings
functional: PBE
potential files: Ansatz PAW
basis: plane waves
wave-function cutoff: 580 eV
density cutoff ratio: 5
exchange-correlation grid ratio: 1
k mesh: 1 x 1 x 1, Gamma-centred
self-consistency stop: 5e-08 eV per atom in the density residual
occupations: fixed
spin: none
net charge: 0

Cell vectors (angstrom)
a  10.938  0  0
b  0  10.938  0
c  0  0  32.1988

Atoms and the computed forces on them: element, x, y, z (angstrom), force x, y, z (eV/angstrom)
Si  10.5776  0.1267  24.7762  0.0917  0.14  -0.2327
Si  5.7483  10.6653  24.7407  0.0066  -0.0228  0.0054
Si  2.5997  2.9382  24.5419  -0.1624  -0.0315  0.0807
Si  8.5168  2.4863  24.8688  -0.025  -0.1052  -0.1833
Si  0.2767  5.1092  24.7947  0.0651  0.0147  -0.0505
Si  5.1481  5.7236  24.6792  0.0063  0.0087  -0.0102
Si  2.9397  8.0035  24.6154  0.0261  0.015  0.0284
Si  7.9834  8.4496  24.7064  -0.0174  -0.0046  0.0217
As  1.8236  0.8384  25.4057  0.4899  -0.4183  -0.2501
Si  6.875  1.3072  26.0849  0.0127  0.013  -0.0283
Si  4.0409  4.1132  26.0295  -0.0246  -0.026  -0.0515
Si  9.6394  4.0517  26.1989  -0.0148  0.0263  -0.1166
Si  1.4049  6.8092  25.9936  0.0099  0.0027  -0.0233
Si  6.8109  6.829  25.9714  -0.0237  0.0076  0.0501
Si  4.1533  9.4886  26.006  -0.0024  -0.0281  0.0708
Si  9.4679  9.5856  26.1828  0.0057  -0.0449  -0.0389
Si  2.813  -0.0871  27.3705  -0.1084  0.1293  -0.2094
Si  8.1631  0.0044  27.5593  -0.03  -0.0034  -0.0022
As  0.1382  2.5804  27.3948  -0.1046  0.1618  0.2577
Si  5.4626  2.7326  27.3529  -0.0134  0.0056  -0.0363
Si  2.7094  5.4625  27.4462  -0.0191  -0.0168  -0.0732
Si  8.1824  5.4793  27.3602  0.0378  -0.0359  -0.0143
Si  0.0026  8.1743  27.3712  -0.0002  -0.024  -0.0418
Si  5.494  8.1445  27.4319  -0.0058  -0.0054  -0.0903
Si  4.0772  1.3833  28.7364  0.046  -0.0048  0.1035
Si  9.5519  1.388  28.8534  0.0121  0.0035  0.1003
Si  1.3342  4.1292  28.8247  -0.0123  -0.0528  0.0462
Si  6.8293  4.1028  28.736  -0.0025  -0.0041  0.1103
Si  4.1051  6.8033  28.7957  0.0068  0.0502  0.0596
Si  9.5556  6.8257  28.7471  0.0148  0.0295  0.1112
Si  1.3569  9.5731  28.7332  0.0066  -0.0542  0.1355
Si  6.8004  9.538  28.8408  0.013  0.0084  0.0251
Si  0.0001  -0.0005  30.1526  0.0392  -0.0325  -0.0927
Si  5.4445  0.0096  30.149  -0.0278  0.0495  -0.0274
Si  2.719  2.7509  30.1443  0.0454  -0.0503  -0.0655
Si  8.1819  2.7495  30.1655  0.0193  0.0772  -0.1076
Si  -0.0135  5.4848  30.1642  -0.0968  0.0014  -0.0843
Si  5.48  5.451  30.1511  -0.0335  0.0103  -0.0542
Si  2.7341  8.2042  30.1328  -0.0281  0.0117  -0.0402
Si  8.2143  8.1895  30.1579  -0.0016  0.0244  -0.0573
Si  1.3673  1.3673  31.515  0.0824  -0.0347  -0.0058
Si  6.8362  1.3673  31.515  -0.1251  0.0244  -0.0066
Si  4.1018  4.1018  31.515  0.0328  -0.0577  0.0179
Si  9.5708  4.1018  31.515  -0.1053  0.1043  0.0781
Si  1.3673  6.8362  31.515  0.0068  0.1565  -0.0447
Si  6.8362  6.8362  31.515  0.0634  -0.1015  0.0441
Si  4.1018  9.5708  31.515  -0.1707  0.0252  -0.0316
Si  9.5708  9.5708  31.515  0.0335  -0.044  0.0344
Si  2.7345  0  0.6835  0.0527  -0.0495  0.1671
Si  8.2035  0  0.6835  -0.0365  0.0616  -0.0686
Si  0  2.7345  0.6835  -0.0491  -0.0134  0.096
Si  5.469  2.7345  0.6835  0.0547  -0.1  0.0891
Si  2.7345  5.469  0.6835  -0.025  0.1454  -0.1089
Si  8.2035  5.469  0.6835  0.0806  -0.0926  0.1515
Si  0  8.2035  0.6835  0.1456  -0.0596  0.0543
Si  5.469  8.2035  0.6835  -0.0066  0.0346  0.0845
Si  4.1235  1.3574  2.0623  0.0217  0.01  -0.0263
Si  9.5693  1.3566  2.0567  -0.0032  -0.0276  -0.0065
Si  1.3705  4.1186  2.0407  0.0092  0.0164  -0.0203
Si  6.8522  4.0847  2.0623  -0.0064  -0.0057  -0.011
Si  4.1061  6.8286  2.0575  0.0031  -0.0078  -0.0003
Si  9.5813  6.8335  2.056  0.0011  0.01  -0.0197
Si  1.384  9.5501  2.0593  0.0028  -0.0177  -0.0255
Si  6.8311  9.5895  2.0539  -0.0017  0.0106  -0.0104
Si  0.0009  -0.032  3.3959  0.0144  0.0339  0.0323
Si  5.4952  0.012  3.4779  -0.0201  -0.005  -0.028
Si  2.7803  2.784  3.3696  -0.0233  -0.0446  0.05
Si  8.1969  2.6956  3.4565  0.0101  0.0382  -0.0264
Si  0.0263  5.4792  3.4391  -0.023  -0.0041  -0.0149
Si  5.4876  5.464  3.4121  0.0022  0.0123  0.0206
Si  2.7743  8.2087  3.4551  -0.0194  -0.0036  -0.0283
Si  8.2145  8.2285  3.3856  0.0008  -0.0177  0.0396
Si  1.3978  1.3936  4.6469  0.0056  -0.0064  -0.0597
Si  6.8532  1.3486  4.913  -0.0052  -0.0136  0.0214
Si  4.1628  4.0832  4.8112  0.0089  0.016  -0.0265
Si  9.5825  4.0845  4.7699  -0.0079  -0.0075  -0.0013
Si  1.4205  6.8296  4.8248  0.0142  0.013  0.0029
Si  6.8334  6.8868  4.7383  0.002  0.002  -0.0275
Si  4.1426  9.5754  4.853  0.01  0.0093  0.0275
Si  9.5663  9.5525  4.8012  -0.0206  -0.0141  -0.0336
Si  2.7527  0.1083  6.0701  0.0004  0.0138  0.0014
Si  8.2134  -0.061  6.2753  -0.0033  -0.004  -0.0026
Si  0.0337  2.6755  6.0554  0.0078  -0.0058  0.0013
Si  5.4838  2.7236  6.2998  -0.0059  -0.0044  -0.002
Si  2.8223  5.4749  6.1858  0.0036  0.0033  0.0013
Si  8.1798  5.4783  6.0524  0.0014  0.004  0.0048
Si  0.022  8.1844  6.1633  -0.0045  -0.0059  0.0009
Si  5.5373  8.2208  6.2426  0.006  -0.0018  0.002
Si  3.8467  1.5693  7.6137  -0.0068  -0.0042  -0.0328
Si  9.8455  1.1402  7.4619  0.0125  0.0113  -0.0207
Si  1.6411  3.7985  7.323  -0.0126  -0.009  -0.027
Si  6.6577  4.4122  7.4922  0.0024  0.0256  -0.0122
Si  4.4127  6.6305  7.553  0.0077  0.0018  -0.0183
Si  9.3783  6.9439  7.4169  -0.0153  0.0053  -0.0237
Si  1.1483  9.9163  7.3061  -0.0025  0.0123  -0.0153
Si  7.1722  9.226  7.6814  -0.0035  -0.0064  -0.0393
O  8.3292  8.0903  7.9235  -0.0061  -0.006  0.0101
O  2.7282  2.7347  7.9648  0.0109  -0.0134  0.0032
O  9.6594  1.4121  24.2802  -0.1682  0.0638  0.1665
O  4.0454  6.8473  24.1233  0.0096  -0.0004  -0.0327
O  0.033  0.023  7.9655  0.0064  -0.0021  0.0015
O  5.5302  5.5054  8.0421  0.0076  -0.0061  0.002
O  6.8786  9.5758  24.1741  -0.006  -0.0089  -0.0181
O  1.3344  3.9495  24.214  -0.0595  0.1219  0.0128
O  3.8687  7.3858  8.9401  -0.0099  0.0065  0.0019
O  0.8312  4.3761  8.6171  -0.0068  0.0091  0.0133
O  9.8237  6.1671  8.8114  0.0079  -0.0034  0.0018
O  2.1184  9.388  8.5186  0.003  -0.0073  0.0039
O  7.5125  3.9261  8.8194  0.003  -0.0133  -0.0018
O  4.2848  0.9204  9.0797  0.0057  0.0025  0.0154
O  6.7489  9.5533  9.2379  -0.0027  0.003  0.0186
O  9.2214  1.8606  8.8079  -0.0095  0.0059  0.0068
O  7.8322  3.2526  23.5805  -0.0021  -0.0118  0.0431
O  10.4701  5.7683  23.4869  -0.0011  -0.0116  0.0344
O  5.0139  0.423  23.4483  -0.0035  0.0798  -0.0641
O  5.7839  4.9846  23.3511  0.0874  -0.1239  -0.0527
O  3.2739  2.4791  23.0982  0.0492  -0.1238  0.1508
O  2.2743  8.7641  23.2877  -0.0687  -0.0175  -0.0339
O  8.7162  7.7902  23.382  0.0326  -0.0506  -0.0284
O  -0.0828  10.1481  23.4425  0.1255  0.0713  0.169
Si  4.4867  1.5778  22.4269  -0.0185  0.0708  0.0326
Si  3.513  7.9193  14.0435  0.0001  0  0.0319
Si  7.1402  0.9471  14.6713  0.0053  0.0005  0.0345
Si  0.9244  9.2841  22.492  -0.111  0.1091  0.142
Si  1.199  4.303  11.8915  -0.0022  0.004  0.0317
Si  6.2924  8.9522  15.3219  -0.0009  -0.0019  0.0354
Si  0.6985  1.3611  12.3123  -0.0017  0  0.0313
Si  8.6638  4.9348  20.5135  -0.002  -0.0067  -0.0068
Si  0.3375  5.711  9.3764  -0.0063  -0.0037  0.008
Si  5.1313  3.1109  17.9443  -0.0008  -0.0021  0.023
Si  0.9099  3.7325  16.7594  -0.0021  0.0013  0.0348
Si  10.4304  2.823  19.2374  0.0069  -0.0092  0.0158
Si  5.2958  1.1757  10.36  0.0009  -0.0084  0.0195
Si  0.9156  0.1541  19.857  -0.0014  -0.0029  0.0328
Si  6.6638  9.4556  10.8762  -0.0034  0.0064  0.0158
Si  9.3661  9.6615  18.3347  0.0025  0.005  0.0264
Si  9.4131  9.2389  12.5795  -0.0025  0.002  0.0371
Si  6.6548  3.8177  22.605  -0.1006  -0.0301  0.04
Si  2.452  8.0708  9.3922  0.0074  -0.0028  0.0106
Si  10.6187  7.355  17.0874  0.0038  -0.0011  0.0281
Si  2.5391  6.2792  16.5928  0.0038  -0.0079  0.0269
Si  10.2011  4.4818  14.2009  0.0039  -0.007  0.0384
Si  6.1706  9.1671  18.5186  -0.0007  -0.002  0.0191
Si  7.9821  2.5729  9.5915  0.0066  0.0022  0.014
Si  8.9004  2.1404  12.4614  -0.0029  -0.002  0.0264
Si  5.3692  6.2286  18.075  -0.0019  0.0048  0.0236
Si  3.9562  0.5402  19.4588  -0.0091  -0.0049  0.0134
Si  4.2956  3.8331  12.0581  0.0009  -0.0039  0.0367
Si  5.5659  6.5935  12.1464  0.002  0.0022  0.0316
Si  8.0427  2.4872  17.2246  0.0032  -0.0045  0.0303
Si  4.3842  2.4732  14.9735  -0.0045  0.0004  0.0341
Si  1.5625  1.2032  15.2704  -0.0022  0.0019  0.0365
Si  1.5949  9.4073  12.0592  0.0059  -0.0053  0.0283
Si  8.0763  6.8405  13.8708  -0.0037  0.0012  0.0353
Si  10.4065  9.8247  15.4972  0.0012  0.004  0.031
Si  9.8623  6.9594  22.5564  0.0295  0.0449  -0.0023
Si  8.1405  5.4668  17.4127  -0.0024  0.0017  0.0266
O  6.0668  7.9544  11.3042  -0.001  -0.0073  -0.0174
O  6.0552  9.1877  16.9021  0.0023  -0.0006  -0.0167
O  7.6991  1.3597  13.2026  -0.002  -0.0026  -0.0173
O  0.9132  1.7407  13.883  0.0027  0.0017  -0.0179
O  9.4581  6.2423  16.8895  -0.0027  -0.0025  -0.0168
O  6.7859  6.1914  13.1416  0.0043  -0.0012  -0.0206
O  5.1609  4.6448  18.6202  0.0007  -0.0014  -0.0143
O  9.2586  2.136  18.2796  -0.0013  0.0035  -0.014
O  2.3962  0.0791  19.0893  0.0065  0.0003  -0.0134
O  9.4365  10.2181  16.7765  0.0002  -0.0008  -0.0199
O  2.807  4.4319  11.7238  0.0028  0.001  -0.0245
O  5.0944  10.3039  19.0989  0.0005  -0.0008  -0.0108
O  9.4464  3.2324  13.5096  0.0038  0.0017  -0.0196
O  0.4855  1.7427  19.9716  -0.0013  0.0101  -0.0212
O  3.1763  1.3571  15.0783  -0.0011  -0.0028  -0.026
O  8.199  5.3522  19.0254  0.0018  -0.0007  -0.0089
O  3.9214  6.5845  17.405  0.0017  0.0003  -0.0156
O  4.6069  3.2794  16.3901  -0.0001  0.0041  -0.0188
O  9.0878  5.6588  14.3251  -0.0016  0.0004  -0.0195
O  5.702  2.6055  22.0863  0.0089  0.0264  0.1013
O  10.7023  4.1381  15.6972  -0.0031  0.0028  -0.0225
O  0.3674  3.8513  18.2959  -0.004  -0.0023  -0.0131
O  10.4541  10.4964  19.2291  -0.0083  -0.0035  -0.018
O  9.6658  10.0145  14.0406  0.0007  -0.0016  -0.0213
O  11.0327  7.961  22.0251  0.0114  0.0072  0.0289
O  1.2148  2.1481  16.5463  0.0016  -0.0001  -0.0239
O  9.7551  3.7194  20.4269  -0.0047  0.0037  -0.0037
O  8.1665  4.0149  16.6856  0.0009  0.0014  -0.0227
O  -0.0172  9.098  11.9192  -0.0045  -0.0001  -0.0229
O  6.6151  2.406  18.0147  0.0002  -0.0009  -0.0154
O  5.598  10.7108  11.2085  -0.0003  -0.0009  -0.0175
O  7.7783  9.577  18.8558  -0.0006  -0.002  -0.0142
O  10.0496  1.0179  12.0755  0.0014  -0.0003  -0.0225
O  1.3188  6.9618  9.0898  0.0021  0.0009  -0.0116
O  0.648  4.7584  13.364  -0.0018  -0.0014  -0.0195
O  5.7389  7.6066  18.9897  -0.0003  -0.0051  -0.0133
O  5.2566  5.078  11.5286  -0.0022  -0.0004  -0.0205
O  2.7406  6.9739  15.1322  -0.0011  0.0009  -0.0197
O  0.9333  2.7367  11.4816  0.0015  -0.0003  -0.0207
O  0.8858  10.6748  15.5617  0.0002  0.0004  -0.0232
O  2.4333  8.5845  10.9286  -0.0084  0.0058  -0.0048
O  4.7111  2.4227  11.284  -0.0042  0.0099  -0.0156
O  4.2748  3.5027  13.6884  0.0008  -0.0019  -0.019
O  2.228  4.6697  16.5065  0.0017  0.0026  -0.0226
O  10.7337  8.2385  15.7098  -0.0011  -0.0027  -0.0206
O  6.9519  10.2797  14.673  -0.0016  -0.0022  -0.0234
O  2.3636  8.9426  13.442  0.002  -0.0025  -0.0191
O  8.0577  1.5043  15.9156  -0.0013  0.0022  -0.0183
O  4.1529  6.9844  12.8715  -0.0042  0.0027  -0.0189
O  4.2031  1.9936  18.7146  0.0012  0.0034  -0.0161
O  7.3309  4.4473  21.2867  -0.0074  0.0072  -0.0017
O  8.4322  2.9258  11.1152  0.0008  -0.0007  -0.0099
O  1.208  6.8525  17.3738  -0.0042  0.0018  -0.0158
O  5.675  1.5618  14.773  0.0005  -0.0028  -0.0233
O  8.1488  9.7499  11.6037  0.0093  -0.0013  -0.0162
O  9.245  6.2629  21.2355  -0.0099  -0.0138  -0.013
O  8.9858  7.706  12.8622  0.0004  -0.0043  -0.0204
O  1.6763  0.1141  11.902  -0.001  0.0001  -0.0214
O  6.6744  6.1304  17.0712  0.0003  -0.0016  -0.0176
O  7.4221  7.7891  15.045  -0.0004  -0.0019  -0.0231
O  1.2433  10.2641  21.2338  -0.0029  0.0035  0.0174
O  10.0583  8.1838  18.3671  -0.0018  -0.004  -0.0175
O  4.0059  0.8338  21.069  0.0028  0.0123  0.0097
O  0.3484  5.3251  10.944  0.0042  -0.0031  -0.0077
O  6.7156  1.5667  9.6595  -0.0036  -0.0014  -0.0155
O  4.7996  8.6969  14.6965  -0.0006  -0.0024  -0.0219

Results
free energy: -144176.538 eV
free energy less fixed offsets of As -4856.12, O -568.88, Si -635.61 eV per atom: -0.188 eV

The program warned: the cutoff lies below the one the program advises for these potential files; the exchange-correlation potential is rough where the density is thin.
